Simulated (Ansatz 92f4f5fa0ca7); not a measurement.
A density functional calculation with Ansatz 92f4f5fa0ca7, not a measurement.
Periodic cell of 222 atoms, Si131O89As1H1, from a study of silicon, its oxide and their interface. The atomic structure is a simulated model.
Doubt: the cutoff is far below the 930 eV that the study's wrapper takes by default for these files, so forces and energies are approximate.
This geometry differs little from another in the collection (a relaxation step or a small displacement).

Settings: functional PBE; potential files Ansatz PAW; basis plane waves; wave-function cutoff 580 eV; density cutoff ratio 5; exchange-correlation grid ratio 1; k mesh 1 x 1 x 1, Gamma-centred; self-consistency stop 5e-08 eV per atom in the density residual; occupations fixed; spin none; net charge 0.

Cell vectors (angstrom)
a	10.938	0	0
b	0	10.938	0
c	0	0	32.6866

Atoms and the computed forces on them: element, x, y, z (angstrom), force x, y, z (eV/angstrom)
Si	-0.2212	0.3108	25.2869	0.0083	-0.007	0.012
Si	5.746	-0.246	25.2777	-0.0026	0.0029	0.0001
Si	2.495	3.0224	25.1791	0.0106	-0.009	0.012
Si	8.4981	2.5329	25.247	-0.005	0.0063	0.0057
Si	0.2615	5.2661	25.1392	-0.0076	0.0074	0.0095
Si	5.2656	5.7433	25.1657	0.0089	-0.0071	0.013
Si	3.0323	7.9801	25.2017	-0.0049	0.0062	0.0065
Si	7.9715	8.4703	25.2328	0.008	-0.0078	0.0098
Si	1.3795	1.4455	26.563	0.0024	-0.0013	-0.002
Si	6.8834	1.3799	26.5398	0.0002	0.0014	0.0029
Si	4.1055	4.1495	26.488	-0.0008	0.0013	-0.0005
Si	9.634	4.1316	26.5326	0.0009	0.0023	-0.0006
Si	1.4074	6.8372	26.4891	0.0006	0.0004	0.0018
Si	6.8324	6.8668	26.5358	-0.0017	0.0007	-0.0026
Si	4.1425	9.5535	26.5675	-0.0039	0.0013	0.0011
Si	9.5709	9.6102	26.5397	-0.0003	0.0014	-0.0008
Si	2.7364	0.0069	27.8836	0	-0.001	0.0048
Si	8.2065	0.005	27.9352	-0.0007	-0.0026	0.0014
Si	0.0022	2.7585	27.9435	-0.0009	0.0005	0.0054
Si	5.4628	2.7465	27.8639	-0.0016	-0.0007	0.0056
Si	2.7371	5.4727	27.9061	0.0003	-0.0006	-0.0006
Si	8.2085	5.4733	27.8765	-0.0009	-0.001	0.0066
Si	0.0098	8.2002	27.8642	0	-0.0013	0.0054
Si	5.4771	8.1929	27.9449	0.0019	-0.002	0.0049
Si	4.1018	1.3673	29.2684	0.052	0.0624	-0.1921
Si	9.5708	1.3673	29.2684	0.0255	0.0552	0.2584
Si	1.3673	4.1018	29.2684	0.1265	0.1547	0.2765
Si	6.8362	4.1018	29.2684	-0.017	-0.0003	-0.2375
Si	4.1018	6.8362	29.2684	-0.0733	-0.0926	0.2355
Si	9.5708	6.8362	29.2684	0.0572	0.0404	-0.2164
Si	1.3673	9.5708	29.2684	-0.0181	-0.0159	-0.2091
Si	6.8362	9.5708	29.2684	0.0308	0.019	0.29
Si	0	0	30.6356	-0.0162	0.042	-0.0114
Si	5.469	0	30.6356	0.0386	-0.0099	-0.0101
Si	2.7345	2.7345	30.6356	-0.016	0.0461	-0.0135
Si	8.2035	2.7345	30.6356	0.0308	-0.0303	-0.0084
Si	0	5.469	30.6356	0.0543	-0.0058	-0.0091
Si	5.469	5.469	30.6356	-0.0295	0.0255	-0.0102
Si	2.7345	8.2035	30.6356	0.0483	-0.0203	-0.0103
Si	8.2035	8.2035	30.6356	0.0024	0.0528	-0.0125
Si	1.3673	1.3673	32.0029	0.032	-0.0162	-0.0101
Si	6.8362	1.3673	32.0029	-0.0228	0.0182	-0.0194
Si	4.1018	4.1018	32.0029	0.0313	-0.0339	-0.0122
Si	9.5708	4.1018	32.0029	-0.0091	0.0304	-0.0301
Si	1.3673	6.8362	32.0029	-0.0478	0.0203	-0.0207
Si	6.8362	6.8362	32.0029	0.0108	-0.0232	-0.0149
Si	4.1018	9.5708	32.0029	-0.0329	0.0126	-0.0196
Si	9.5708	9.5708	32.0029	0.0059	-0.0285	-0.0103
Si	2.7345	0	0.6835	0.0173	-0.0006	0.0262
Si	8.2035	0	0.6835	-0.0016	0.0243	0.023
Si	0	2.7345	0.6835	-0.0531	0.0304	-0.0001
Si	5.469	2.7345	0.6835	0.018	-0.0085	0.029
Si	2.7345	5.469	0.6835	0.002	0.009	0.0199
Si	8.2035	5.469	0.6835	0.0325	-0.0363	0.0177
Si	0	8.2035	0.6835	0.0251	-0.0062	0.0301
Si	5.469	8.2035	0.6835	-0.0087	0.0114	0.004
Si	4.1018	1.3673	2.0507	-0.0758	-0.0081	0.0021
Si	9.5708	1.3673	2.0507	0.0593	0.0048	0.0027
Si	1.3673	4.1018	2.0507	-0.0196	-0.056	0.008
Si	6.8362	4.1018	2.0507	-0.0302	0.0355	-0.0054
Si	4.1018	6.8362	2.0507	0.0608	0.0074	0.0105
Si	9.5708	6.8362	2.0507	-0.0471	-0.0058	0.0062
Si	1.3673	9.5708	2.0507	-0.0221	-0.0056	0.0169
Si	6.8362	9.5708	2.0507	-0.0296	-0.0722	0.0181
Si	0	0	3.418	-0.065	0.1472	-0.1024
Si	5.469	0	3.418	-0.1364	-0.1606	0.2312
Si	2.7345	2.7345	3.418	-0.179	-0.319	-0.2629
Si	8.2035	2.7345	3.418	-0.0262	-0.0874	0.111
Si	0	5.469	3.418	-0.0387	-0.0004	0.0582
Si	5.469	5.469	3.418	0.2098	0.117	-0.3835
Si	2.7345	8.2035	3.418	0.1149	0.2003	0.06
Si	8.2035	8.2035	3.418	-0.0484	-0.0834	-0.0736
Si	1.3696	1.3439	4.8022	-0.0021	0.0014	0.0008
Si	6.8366	1.3408	4.7991	0.0026	0.0023	-0.0021
Si	4.1106	4.0892	4.6986	0.001	0.0006	-0.0035
Si	9.5732	4.0901	4.7924	-0.0001	0.0009	-0.0019
Si	1.3664	6.8576	4.77	-0.0015	-0.0006	-0.0006
Si	6.8377	6.8224	4.7863	-0.0011	0.0056	0.0001
Si	4.0847	9.5711	4.8485	0.0023	0.0011	-0.0034
Si	9.5425	9.5965	4.7651	-0.0035	-0.001	0.0037
Si	2.6879	-0.032	6.2682	0.0002	-0.0035	-0.0001
Si	8.1291	-0.0658	6.2113	0.0071	0.0022	0.0024
Si	-0.0348	2.6976	6.1605	0.0027	-0.0005	0.0021
Si	5.412	2.7079	6.0791	0.0028	-0.0007	-0.0004
Si	2.7534	5.4417	6.0313	-0.0026	0.0031	0.0025
Si	8.2079	5.4386	6.1644	0.0005	-0.0052	-0.0024
Si	0.0146	8.2623	6.1067	-0.0012	-0.0048	-0.0018
Si	5.4285	8.1398	6.1944	0.0005	-0.0016	0.0019
Si	3.7868	1.6882	7.4514	0.0029	-0.0023	0.0072
Si	9.7543	1.074	7.4583	-0.0084	0.0014	-0.0075
Si	1.5805	3.9356	7.3502	-0.0103	0.0071	-0.0049
Si	6.5848	4.2295	7.397	0.0024	-0.0039	0.0006
Si	4.3344	6.4442	7.4421	-0.0064	0.0053	0.0019
Si	9.3706	7.1175	7.356	0.0025	0.0067	0.002
Si	1.0593	9.7655	7.6253	0.0037	-0.0035	0.0023
Si	7.0056	9.2186	7.5601	-0.0022	-0.0048	-0.0019
O	1.3669	4.1238	24.6449	-0.0025	0.0021	-0.0044
O	6.8487	9.5816	24.7219	-0.0034	0.0048	-0.0035
O	2.6689	2.8231	7.8936	0.0042	-0.0071	0.0023
O	8.2239	8.1672	7.8765	0.0031	-0.002	0.0013
O	5.5053	5.3703	7.8858	0.0008	-0.0007	0.0015
O	-0.0562	-0.0095	7.9801	-0.0008	0.0032	0.0019
O	4.1419	6.8629	24.6651	-0.0022	0.0026	-0.0046
O	9.5935	1.3981	24.7251	-0.0027	0.0019	-0.0042
O	1.4624	9.1025	9.0986	0.0004	0.0003	0.0002
O	1.1061	4.8164	8.6638	0.0003	0.0005	0.0032
O	9.0505	1.6499	8.8279	0	-0.0008	0.0055
O	6.3627	9.4776	9.0649	-0.0002	0.0018	0.0025
O	4.425	1.2294	8.8935	-0.0005	-0.0022	0.0001
O	3.6375	6.833	8.8683	0.0002	-0.0007	0.0041
O	7.076	3.4393	8.7644	-0.0005	-0.0007	0.0021
O	10.1632	6.7326	8.7491	-0.0011	0.0012	0.0007
O	3.1785	2.3523	23.8364	0.0002	-0.0003	-0.0012
O	5.0398	0.423	23.96	0.0004	-0.0008	0.0048
O	7.8829	3.2547	23.9061	0.0007	-0.0005	0.0026
O	10.5511	5.9492	23.777	0.0004	-0.0009	0.0012
O	8.6233	7.7983	23.8822	-0.0004	0.0001	0.0011
O	2.3798	8.679	23.8605	0.0009	0.0005	0.0025
O	5.9523	5.1007	23.8072	0.0011	0	-0.0006
O	0.5202	10.6092	23.9744	0.0002	-0.0003	-0.0007
Si	2.1462	9.4338	10.5533	0.0009	-0.0033	0.0004
Si	2.916	14.0285	12.2659	0.0016	-0.0021	0.0017
Si	5.2564	5.0443	12.2824	0.0007	-0.0006	-0.0011
Si	3.9108	1.1338	23.0342	-0.0028	-0.0013	0.001
Si	8.0897	7.3133	16.9104	0.0002	0.0013	-0.0005
Si	7.6437	3.1481	12.2952	0.002	-0.0006	-0.001
Si	-3.1007	12.345	16.5877	0.0029	-0.0033	0.0009
Si	12.8361	12.1644	14.5478	-0.0014	-0.0015	0.0014
Si	1.2408	5.1974	11.6989	-0.0031	0.0024	-0.0024
Si	8.2589	11.2318	12.4186	0.0003	0.0008	0.0003
Si	5.892	3.3214	18.0866	0.0027	-0.0018	0.0023
Si	3.7402	10.1152	17.7771	-0.0001	-0.0006	-0.0001
Si	12.2491	9.3903	13.4621	-0.0003	-0.0011	-0.0005
Si	3.6187	6.9207	10.4882	-0.0004	0.0027	-0.0059
Si	6.4811	9.9142	10.6253	-0.0023	0.001	-0.0026
Si	1.6642	9.9065	23.0624	0.0019	0.0015	-0.0008
As	3.9924	4.4173	15.8918	-0.0039	0.0035	-0.0009
Si	3.9127	10.0721	14.7192	-0.0004	-0.0024	0.0005
Si	5.9342	6.5383	14.9234	0.0047	0	-0.0003
Si	7.1741	4.3924	22.9791	0.0011	0.0033	0.0011
Si	11.7962	4.8625	14.8377	-0.002	0.0004	0.001
Si	8.5423	3.0851	9.3855	0.0008	0.0003	-0.0064
Si	6.8242	9.9682	17.9711	-0.0001	0.0001	-0.0021
Si	8.458	0.2817	20.4552	0.0006	-0.0018	-0.0035
Si	10.8157	7.6894	15.6958	-0.001	0.0032	0.0024
Si	1.0264	9.0818	18.2281	0.0006	0.0006	0.0026
Si	4.038	0.8492	10.4268	0.0018	-0.0014	-0.0037
Si	9.11	3.3971	14.9503	-0.0006	-0.0013	0.0015
Si	6.0632	2.2092	21.0356	0.0008	0.0006	-0.0012
Si	9.3385	6.6738	22.9421	-0.0016	-0.0011	0.0005
Si	10.4772	8.8699	21.0133	-0.0017	-0.0011	-0.0032
Si	10.6352	5.2999	9.3255	0.0007	-0.0002	-0.0058
Si	-2.3859	4.6863	17.8634	0.0016	0.0007	-0.003
Si	1.412	1.0233	17.516	-0.0003	-0.0031	0.0003
Si	9.9866	13.1967	18.7799	-0.0007	-0.0012	-0.0045
Si	6.4144	-1.6903	13.371	-0.0011	0.0007	0.0013
O	9.6029	14.7931	18.8166	-0.0005	0.0006	0.0027
O	4.4481	4.0393	17.5812	-0.0075	0.0043	-0.0055
O	13.1873	6.3125	11.1044	-0.0001	-0.0008	0.0009
O	7.8361	-0.8848	13.5056	0.0001	-0.0009	0.0004
O	3.826	4.3793	12.6855	-0.0005	-0.0001	0.0007
O	8.5579	12.7928	15.1829	-0.0006	0.0017	-0.0006
O	9.5714	12.3926	20.1381	0.0002	0.0008	0.0028
O	5.2798	10.9396	10.9752	0.001	-0.0013	-0.0006
O	-8.8454	13.416	13.5422	-0.0005	-0.0012	0.0004
O	-0.1907	5.4191	10.9493	0.0007	-0.0005	0.0045
O	6.53	2.3179	16.9724	-0.0017	0.0004	0.0025
O	8.2512	5.5305	22.5025	-0.0002	-0.0004	0.0042
O	2.6177	10.9894	10.5157	0.0001	-0.0001	0.0004
O	0.5764	10.5684	17.7053	0.0005	0.0019	0.0023
O	-3.6847	10.8161	16.6255	-0.0009	-0.0006	0.0006
O	11.2224	8.4495	14.3018	-0.0004	-0.0022	0.002
O	9.075	1.5559	17.6351	-0.0017	-0.0001	0.0004
O	11.7563	8.0892	16.96	-0.0027	-0.0018	-0.001
O	2.785	0.0474	22.5757	0.0001	-0.0007	0.0046
O	1.141	9.1995	11.8452	-0.0003	0.0003	0.0006
O	6.5776	3.6265	21.6724	-0.0027	-0.0059	-0.0003
O	8.828	6.2933	17.964	0.0004	-0.001	0.0027
O	-3.7818	8.4004	17.6781	0	-0.0003	0.0013
O	4.0181	9.5409	16.2593	0.0005	-0.0008	-0.001
O	0.9115	-1.6207	21.7607	-0.0035	-0.0018	0.0015
O	7.909	10.6505	10.9113	-0.0003	-0.0014	0.0002
O	3.865	13.0405	11.4323	-0.0017	0.0026	0.002
O	7.2923	1.6054	12.6633	-0.0005	-0.0013	-0.0004
O	12.1883	12.537	15.9927	-0.0006	-0.0012	-0.0009
O	10.9983	6.0854	15.5421	0.001	-0.0022	0.0003
O	2.227	4.5792	15.7877	0.0145	0.0003	0.0069
O	1.7307	14.6249	11.3177	0.0009	-0.0024	-0.0011
O	0.9801	10.9742	13.8494	-0.0012	0.0006	-0.0009
O	9.2452	8.0351	16.006	0.0013	-0.0017	0.0007
O	6.1388	8.0694	14.4527	-0.0015	-0.0034	0.0004
O	6.318	3.9384	11.7699	-0.0018	0.0005	0.0011
O	6.0077	5.6785	13.5714	-0.0003	0.0009	0.0043
O	9.9236	7.4489	21.6229	0.0024	0.0058	0.0015
O	4.6879	14.2343	14.9485	0.0005	-0.0035	0.0004
O	0.6637	13.0486	18.4902	0.0004	-0.0004	0.0024
O	8.7044	4.1993	16.3084	-0.0001	0.0002	0.001
O	8.3942	-7.0459	13.5612	0.0004	-0.0006	0.0005
O	-3.1777	-0.4424	19.1794	-0.0017	-0.0008	0.0025
O	3.3666	11.5843	14.8204	-0.0008	0.001	-0.0002
O	7.1256	6.3444	16.0008	-0.0039	-0.0004	-0.0019
O	4.499	17.0518	15.6871	-0.0065	-0.0071	0.0051
O	4.6732	1.7206	21.7292	0.0043	0.0028	0.0012
O	5.6605	2.4905	19.4701	-0.0004	0.0033	-0.0015
O	5.2443	10.1492	18.4269	0.0015	-0.0006	0.003
O	1.1792	5.3588	13.3212	-0.0006	-0.001	0.0038
O	4.9216	6.1921	11.1568	0.0017	-0.0023	0.002
O	6.3173	8.75	11.7994	-0.0001	-0.0019	0.0013
O	2.6543	9.1276	18.5488	-0.0014	-0.0015	0.0022
O	9.2961	10.0127	21.1965	0.0024	-0.0021	0.0037
O	7.223	1.0453	21.235	-0.0019	0.0025	0.0044
O	5.2363	10.2709	13.8251	0.0003	-0.0003	0.0002
O	10.7396	3.6022	14.802	0.0005	0.0008	0.0004
O	2.8488	-1.8437	13.931	0.0006	0.0004	0.0007
O	10.976	8.6534	19.4574	0.0017	0.001	0.0016
O	3.4925	8.5242	10.7906	-0.0009	-0.0018	0.0005
O	9.542	4.2242	8.811	-0.0012	-0.0013	0.0013
O	8.6243	3.1324	10.9927	-0.0013	-0.0006	0.0051
O	7.0106	4.4733	18.3758	-0.0035	-0.0013	0.0032
O	3.0032	0.6724	17.814	-0.001	0.001	0.0016
O	9.8006	11.6811	12.4286	0.0207	-0.0074	0.0252
H	10.4713	11.3969	13.0837	-0.019	0.0052	-0.022

Results
free energy: -138761.360 eV
free energy less fixed offsets of As -4856.12, H -15.97, O -568.88, Si -635.61 eV per atom: 5.960 eV

The program warned: the cutoff lies below the one the program advises for these potential files; the exchange-correlation potential is rough where the density is thin.
